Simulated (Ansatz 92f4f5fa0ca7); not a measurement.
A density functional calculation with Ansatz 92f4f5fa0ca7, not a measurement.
Periodic cell of 224 atoms, Si132O88As1H3, from a study of silicon, its oxide and their interface. The atomic structure is a simulated model.
Doubt: the cutoff is far below the 930 eV that the study's wrapper takes by default for these files, so forces and energies are approximate.
This geometry differs little from another in the collection (a relaxation step or a small displacement).

Settings: functional PBE; potential files Ansatz PAW; basis plane waves; wave-function cutoff 580 eV; density cutoff ratio 5; exchange-correlation grid ratio 1; k mesh 1 x 1 x 1, Gamma-centred; self-consistency stop 5e-08 eV per atom in the density residual; occupations fixed; spin none; net charge 0.

Cell vectors (angstrom)
a 10.938 0 0
b 0 10.938 0
c 0 0 31.948

Atoms and the computed forces on them: element, x, y, z (angstrom), force x, y, z (eV/angstrom)
Si 0.295 10.5504 24.4049 -0.0043 0.0295 -0.0146
Si 5.2263 0.1554 24.5341 -0.0068 -0.0343 -0.0267
Si 2.9773 2.3523 24.5311 -0.0299 0.0005 -0.0205
Si 7.9335 2.9311 24.5015 0.0182 0.0033 -0.0209
Si 10.6278 5.4301 24.4502 0.0084 -0.0012 -0.0404
Si 5.7662 5.2108 24.4451 -0.0114 0.0226 -0.0149
Si 2.5875 8.3638 24.54 0.0114 -0.0039 -0.0335
Si 8.5267 7.7873 24.4263 -0.013 -0.0088 -0.0067
Si 1.363 1.2347 25.807 0.0119 -0.0227 0.0269
Si 6.823 1.322 25.806 -0.0009 0.008 -0.0032
Si 4.1401 4.0322 25.7322 0.0264 0.001 -0.0192
Si 9.4812 4.0255 25.9065 -0.0097 0.0102 0.0396
Si 1.3655 6.6813 25.6734 0.0034 0.0002 -0.0069
Si 6.9005 6.7597 25.8087 0.0199 -0.01 0.0176
Si 4.0907 9.5396 25.8988 0.0035 0.0121 0.0363
Si 9.6113 9.4473 25.7211 0.013 0.0009 -0.028
Si 2.7248 -0.0459 27.2591 -0.0302 0.0016 0.0797
Si 8.2452 -0.0727 27.092 -0.0044 -0.0133 -0.0594
Si 0.0101 2.6589 27.1462 -0.022 -0.0383 -0.0416
Si 5.4764 2.7005 27.189 -0.0249 -0.0011 0.051
Si 2.7602 5.401 27.0913 -0.0185 -0.0213 -0.0497
Si 8.1929 5.4337 27.2715 -0.0115 0.009 0.0852
Si 0.0478 8.1061 27.1191 -0.0339 -0.0177 0.007
Si 5.5164 8.1511 27.1523 0.008 0.0061 -0.0366
Si 4.0974 1.3661 28.5724 -0.0125 -0.0884 -0.0999
Si 9.5776 1.3004 28.505 -0.0202 0.1032 0.0432
Si 1.3815 4.0637 28.488 -0.0611 0.0361 0.0683
Si 6.8124 4.0632 28.5927 0.0658 0.0254 -0.1248
Si 4.1086 6.7876 28.4876 -0.0187 0.0684 0.0706
Si 9.6029 6.825 28.5541 -0.0753 -0.0616 -0.0634
Si 1.3546 9.485 28.5536 0.0476 0.1321 -0.077
Si 6.8712 9.5447 28.5045 -0.091 0.0207 0.0518
Si 0.0043 -0.0343 29.8962 0.0598 -0.013 -0.0104
Si 5.4867 -0.0151 29.8872 0.0342 -0.0196 0.0218
Si 2.7309 2.7369 29.9069 0.003 0.0124 -0.0004
Si 8.2185 2.7014 29.8947 0.0575 -0.0519 0.0221
Si 0.0227 5.4468 29.8883 0.0543 -0.0388 0.0141
Si 5.4575 5.4585 29.9094 0.0182 0.0288 0.003
Si 2.7548 8.1686 29.8934 0.0583 -0.0605 0.0229
Si 8.2226 8.1969 29.9002 0.0162 -0.0364 -0.0065
Si 1.3673 1.3673 31.2643 -0.0502 -0.1106 -0.0429
Si 6.8362 1.3673 31.2643 0.0549 -0.1555 -0.0073
Si 4.1018 4.1018 31.2643 -0.1362 -0.0163 0.1623
Si 9.5708 4.1018 31.2643 0.1253 -0.108 -0.1377
Si 1.3673 6.8362 31.2643 0.0832 -0.1971 -0.0327
Si 6.8362 6.8362 31.2643 0.0151 0.0152 -0.0439
Si 4.1018 9.5708 31.2643 0.1117 -0.0795 -0.1407
Si 9.5708 9.5708 31.2643 -0.0208 0.0028 0.1557
Si 2.7345 0 0.6835 0.0909 0.1093 0.0364
Si 8.2035 0 0.6835 -0.1454 0.0419 0.0435
Si 0 2.7345 0.6835 -0.0757 0.2023 -0.0329
Si 5.469 2.7345 0.6835 -0.035 -0.0537 -0.0633
Si 2.7345 5.469 0.6835 -0.052 0.1445 0.1392
Si 8.2035 5.469 0.6835 -0.0115 0.0044 0.1173
Si 0 8.2035 0.6835 0.0403 -0.1176 -0.0941
Si 5.469 8.2035 0.6835 -0.0251 0.1882 0.0239
Si 4.1096 1.3803 2.0661 -0.0538 -0.0086 0.0273
Si 9.5488 1.3988 2.0314 -0.1061 0.032 -0.0767
Si 1.354 4.1216 2.0581 -0.0475 0.0316 -0.019
Si 6.8146 4.104 2.0515 0.0046 0.0561 -0.0527
Si 4.1042 6.8597 2.0551 -0.0381 -0.0251 -0.0411
Si 9.5671 6.8541 2.0586 -0.0472 0.0154 0.0206
Si 1.3845 9.5521 2.0314 0.0322 0.002 -0.043
Si 6.819 9.5875 2.0669 -0.0092 0.0595 -0.0114
Si -0.0105 0.0069 3.2928 0.0392 0.0408 0.2881
Si 5.4613 0.0242 3.4828 -0.0201 -0.0305 -0.1067
Si 2.7467 2.7871 3.4052 0.0112 -0.0268 0.109
Si 8.1543 2.7402 3.4274 0.1016 0.0138 0.0201
Si -0.0064 5.5073 3.4499 0.0237 -0.0182 -0.0658
Si 5.471 5.5012 3.4091 -0.0168 0.0082 0.0177
Si 2.7735 8.2473 3.4469 -0.0507 -0.0827 -0.0754
Si 8.1847 8.2269 3.4189 -0.015 -0.0526 0.0624
Si 1.3683 1.333 4.6629 0.0131 -0.0085 -0.1055
Si 6.7936 1.4221 4.866 0.0413 0.0268 0.0412
Si 4.0531 4.2389 4.8016 -0.1029 -0.1952 -0.2133
Si 9.5165 4.1249 4.771 -0.0416 -0.0509 -0.0496
Si 1.3751 6.9169 4.7947 0.0235 -0.0213 0.0632
Si 6.8421 6.8267 4.8042 0.2308 0.1582 -0.192
Si 4.1239 9.5853 4.8752 0.0891 0.0407 0.1144
Si 9.5262 9.6953 4.7114 0.0067 0.0116 -0.0569
Si 2.7274 0.0839 6.1637 -0.072 0.0273 -0.0328
Si 8.1919 0.06 6.2234 0.0726 -0.0786 -0.0209
Si -0.0443 2.6734 5.9657 0.0363 -0.1065 -0.0474
Si 5.4328 2.9014 6.1513 -0.1022 0.1077 0.1558
Si 2.7054 5.5969 6.2467 -0.0663 0.1252 -0.0323
Si 8.2235 5.5 6.2063 -0.1238 0.2312 0.2555
Si 0.0107 8.3844 6.0309 -0.0323 0.0466 -0.0276
Si 5.5383 8.1883 6.2195 -0.0759 0.0323 -0.0533
Si 3.7486 1.8129 7.4221 -0.0058 0.0312 0.0796
Si 9.8032 1.2403 7.5059 0.0023 0.0188 0.0276
Si 1.4073 3.9043 7.2539 -0.0236 0.016 0.0433
As 6.6748 4.3069 7.7389 -0.2613 0.2806 0.4343
Si 4.3307 6.7164 7.6252 0.0079 -0.0105 0.0643
Si 9.5319 7.1753 7.4079 -0.0294 -0.0319 0.0869
Si 1.0978 9.9205 7.4807 0.0257 -0.0411 0.0084
Si 7.1906 9.2867 7.5161 -0.0246 -0.0013 0.0062
O 9.6179 6.6271 23.9016 0.0157 -0.0098 0.0079
O 4.1113 1.2636 24.0047 0.0204 -0.0098 0.0117
O 8.3636 8.195 8.0081 -0.0231 -0.0085 0.0204
O 2.5692 2.8959 7.8435 0.0598 -0.0718 0.0117
O 6.8489 4.0685 23.9362 0.0067 -0.0158 0.0069
O 1.4546 9.441 24.0136 0.0128 -0.0155 0.0143
O 5.344 5.5762 8.2766 0.3877 -0.2665 -0.4372
O -0.0312 0.0923 7.9684 -0.0123 0.0339 0.0381
H 6.5871 9.8273 8.7685 0.0077 0.0196 -0.017
O 10.6432 6.8 8.6062 0.0048 0.0324 -0.0461
O 1.6657 9.2801 8.8896 0.0304 -0.02 -0.0115
O 4.2524 1.3128 8.8918 0.0172 0.0279 -0.0324
O 0.3492 4.2541 8.4774 0.0261 -0.0288 -0.0294
O 9.2413 1.992 8.8844 0.0022 -0.0131 -0.111
O 3.6838 7.5678 8.8979 0.1079 -0.1376 -0.0273
H 7.944 8.3569 23.1794 0.0019 0.0054 0.008
H 8.5938 2.3417 23.2987 -0.0045 -0.0095 0.009
O 5.2504 5.9793 23.0768 0.006 -0.0108 0.007
O 2.2356 2.8583 23.1585 0.0097 -0.0029 0.0113
O 10.678 0.129 22.9325 0.003 -0.009 0.0059
O 0.0411 4.4018 23.1895 -0.0096 0.0108 0.0278
O 3.43 7.9194 23.2032 -0.0066 0.0064 0.0173
O 5.9115 10.3954 23.2042 -0.0027 0.0112 0.0205
Si 9.5724 9.3196 14.9899 -0.0006 0 -0.003
Si 2.4509 4.9687 11.6049 -0.0292 0.0177 -0.024
Si 0.8528 0.7006 14.6987 -0.0044 0.0006 0.0013
Si 10.0443 9.938 18.8703 -0.0037 -0.0035 -0.0061
Si 6.823 0.3936 11.6586 -0.0012 -0.0032 0.0178
Si 9.5698 7.191 12.7186 -0.0002 -0.0322 0.0064
Si 2.041 9.2081 17.9622 -0.0033 -0.0024 -0.0071
Si 2.935 8.7346 9.7595 0.0045 -0.0189 0.0047
Si 4.1759 2.4977 16.8586 0.0033 0.0045 -0.0103
Si 4.5024 7.1643 22.2444 -0.0012 -0.0128 -0.0186
Si 10.8742 5.3495 16.7635 -0.0077 -0.0019 -0.0093
Si 2.6173 6.3802 17.8787 0.0059 0.0012 -0.0077
Si 0.9703 2.5594 17.2623 -0.0038 0.0021 -0.0048
Si 5.7406 6.6056 16.9757 0.0023 -0.0029 -0.009
Si 8.6011 4.7261 11.4931 -0.009 0.0098 -0.0297
Si 11.0035 5.481 9.5083 -0.0132 -0.0116 0.042
Si 3.0965 0.1191 20.2112 -0.0022 0.0009 -0.0126
Si 1.6359 7.5781 12.4707 -0.0063 -0.0063 -0.0076
Si 5.7193 9.8946 21.6622 0.0026 0.006 -0.0226
Si 1.3649 1.9008 11.7651 -0.0083 -0.005 -0.0057
Si 0.2564 0.5644 21.4392 -0.0019 -0.0154 -0.0116
Si 2.6929 9.4451 14.8319 0.0037 0.0033 -0.0025
Si 8.9385 3.3118 15.5603 -0.0056 0.0082 -0.011
Si 1.0251 3.4738 22.2644 0.0106 -0.0122 -0.0221
Si 9.354 1.8612 10.521 -0.0207 0.0252 0.077
Si 5.5846 8.783 15.0032 -0.0002 -0.0117 0.0053
Si 6.8061 8.3072 12.2919 -0.0001 0.0011 0.0112
Si 3.0456 5.0716 20.4941 0.0081 -0.0033 -0.0204
Si 9.3992 1.6391 18.2426 0.0006 0.0024 -0.0101
Si 7.9452 0.9097 14.4314 -0.0001 0.01 -0.003
Si 5.9533 4.2955 15.1283 0.0031 0.0135 -0.0177
Si 7.006 0.9195 19.7847 0.0016 0.0075 -0.0121
Si 5.566 5.4891 12.1228 0.0547 -0.0368 0.0304
Si 4.6606 2.7029 19.7672 0.006 -0.0011 -0.0092
Si 4.0359 0.6279 10.346 -0.0185 -0.0216 0.0272
Si 6.0434 0.2775 16.7846 0.0032 0.0024 -0.0082
Si 8.7293 7.6639 17.6043 -0.0049 -0.0023 -0.004
O 0.1155 1.7652 18.4379 0.0003 -0.001 0.0027
O 6.015 9.6748 16.2926 -0.0015 0.0024 0.0025
O 1.4887 5.5429 10.3618 0.0135 -0.0097 0.0082
O 6.9583 4.9147 11.4116 -0.0386 0.0034 -0.03
O 3.3942 1.6788 19.8661 -0.0016 -0.0037 0.0039
O 7.1191 7.2287 17.6928 0.0031 0.0052 0.0023
O 6.955 1.0563 13.1521 -0.0001 -0.0032 -0.0042
O 5.7002 7.1315 11.967 0.0011 -0.0091 -0.0377
O 5.4239 1.0401 11.112 -0.0031 0.0155 -0.0097
O 10.2634 10.6739 20.339 0.0023 0.0042 0.0081
O 8.9878 8.7225 16.3845 -0.0011 0.0039 0.0005
O 1.8741 3.4654 11.9212 0 0.0036 0.003
O 0.5883 1.86 15.8238 0.001 0.0005 -0.0012
O 8.9019 2.7134 17.1079 0.0017 -0.0036 0.0094
O 8.8473 3.1184 11.4498 0.0113 -0.0227 0.0087
O 4.9422 3.0646 18.1922 -0.0012 -0.0007 0.0065
O 2.3663 11.036 14.7587 0.0008 -0.0003 -0.0001
O 7.0718 1.0615 15.8008 -0.0041 -0.003 0.0084
O 9.5754 5.2511 10.2782 -0.0039 0.0005 -0.0198
O 2.5874 2.6156 17.1901 0.0035 0.0006 0.0024
O 1.4537 6.106 16.6679 0.0026 0.0018 0.0029
O 2.1533 7.7407 18.6405 -0.0005 0.002 0.0019
O 5.9899 2.0314 20.4152 -0.0012 0 0.0033
O 9.1738 8.5333 18.946 0.0003 0.0033 0.0001
O 3.6231 6.493 21.0431 0.0046 0.006 0.0101
O 0.8103 1.3555 13.2071 0.0031 0.0023 -0.0111
O 2.1599 6.0523 12.812 -0.0081 0.003 0.0116
O 8.4213 1.7531 19.5719 -0.0017 -0.0012 0.0028
O 1.8242 8.4952 13.8129 -0.0026 0.007 -0.0006
O 2.6658 1.0984 11.1441 -0.0051 0.0052 0.0007
O 9.2376 10.9849 17.881 0.0008 0.0019 0.0017
O 6.9712 10.5424 20.7887 -0.0031 -0.0081 0.0091
O 9.1734 2.008 14.5477 0.0027 -0.004 0.0032
O 11.0018 7.4764 11.9929 0.002 0.0135 0.0087
O 6.7351 8.5982 13.8906 0.0029 0.0018 -0.0077
O 6.4728 0.369 18.3419 0 -0.001 0.0055
O 0.3867 4.0387 17.5996 0.0016 -0.0007 0.0045
O 9.1884 5.5778 12.7942 0.0094 0.019 -0.0014
O 8.5505 10.3544 14.2766 -0.0022 0.0005 0.0007
O 8.2609 0.6773 10.8962 0.0084 0 -0.008
O 2.4534 8.1908 11.2127 -0.0132 0.0095 0.0023
O 4.2346 9.3423 14.3162 -0.0053 0.0036 -0.0017
O 6.5463 9.7216 11.5509 0.0048 0.0013 -0.005
O 5.605 8.2476 21.6597 -0.0024 -0.0026 0.0083
O 9.7466 7.9231 14.1611 0.0067 0.0046 -0.0013
O 8.3278 7.8583 11.895 -0.0134 0.0007 -0.0186
O 2.5328 5.1729 18.9531 -0.002 -0.004 0.0118
O 1.7703 0.039 21.1392 0 0.0003 0.006
O 1.7182 4.532 21.25 -0.0088 -0.0039 0.0118
O 10.967 1.6819 10.821 0.0103 -0.0023 -0.0077
O 10.0175 4.5836 15.5181 0.0041 0.0029 0.0022
O 4.2988 4.0327 20.6111 -0.002 0.0029 0.005
O 5.5626 5.0194 13.7082 -0.0083 0.0056 -0.0184
O 0.4992 9.6646 18.0842 0.0048 -0.0002 -0.0012
O 4.262 6.5517 17.692 -0.0067 -0.001 0.003
O 3.9593 9.9577 10.0895 0.0018 0.0123 -0.0062
O 2.5249 9.0135 16.4067 -0.0022 0.0021 0.0026
O 2.9546 10.2691 18.7861 0.0033 0.0034 0.0051
O 7.475 3.7366 14.9576 0.0036 -0.0029 0.0094
O 5.3421 7.312 15.579 -0.0031 0.013 -0.0009
O 10.9072 10.2806 15.0557 0.0014 0.0045 -0.0009
O 4.3171 10.4241 21.0489 0.0046 -0.0048 0.0084
O 4.5552 0.9252 16.6442 -0.0034 -0.0002 0.0018
O 4.707 3.2815 15.5126 -0.0053 -0.0038 0.0099
O 9.7657 6.3746 17.4317 0.0013 0.0019 0.0014
O 0.2504 2.232 21.4829 0.0002 0.0058 0.0083
O 6.164 5.1272 16.5121 0.0003 -0.0019 0.0004
O 4.1206 4.989 11.4422 0.0018 0.0051 -0.0049

Results
free energy: -138862.414 eV
free energy less fixed offsets of As -4856.12, H -15.97, O -568.88, Si -635.61 eV per atom: 3.576 eV

The program warned: the cutoff lies below the one the program advises for these potential files; the exchange-correlation potential is rough where the density is thin.
